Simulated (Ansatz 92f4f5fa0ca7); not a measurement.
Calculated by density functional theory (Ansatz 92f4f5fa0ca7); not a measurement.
Periodic cell of 208 atoms, Si128O80, from a study of silicon, its oxide and their interface. The atomic structure is a simulated model.
Doubt: the cutoff is far below the 930 eV that the study's wrapper takes by default for these files, so forces and energies are approximate.
This geometry differs little from another in the collection (a relaxation step or a small displacement).

Settings: functional PBE; potential files Ansatz PAW; basis plane waves; wave-function cutoff 580 eV; density cutoff ratio 5; exchange-correlation grid ratio 1; k mesh 1 x 1 x 1, Gamma-centred; self-consistency stop 5e-08 eV per atom in the density residual; occupations fixed; spin none; net charge 0.

Cell vectors (angstrom)
a  10.938  0  0
b  0  10.938  0
c  -4.5492  -1.514  30.2829

Atoms: element, x, y, z (angstrom)
Si  -3.1392  -3.0305  22.9035
Si  0.1526  -0.6624  22.941
Si  -3.5369  3.0055  22.7431
Si  -0.8993  -5.2849  22.6359
Si  -9.1269  -2.5332  22.8787
Si  -5.8676  0.3338  22.4856
Si  2.6223  2.3393  22.7167
Si  -5.7744  -5.6571  22.906
Si  -1.7832  -1.4838  24.0835
Si  1.0394  1.1757  24.1072
Si  -1.8285  -6.9534  24.0282
Si  0.7806  -4.2757  24.0319
Si  -7.4306  -1.663  24.2414
Si  -4.5255  1.3441  24.1005
Si  3.6187  3.9768  24.1156
Si  -4.5642  -4.2259  24.2926
Si  -3.1767  -0.1058  25.4421
Si  -0.4304  2.5776  25.4112
Si  -3.1585  -5.6459  25.5326
Si  -0.4835  -2.8806  25.5009
Si  2.3195  -0.1326  25.5603
Si  4.9954  2.6201  25.5099
Si  2.2215  5.352  25.4421
Si  -5.9513  -2.8792  25.5737
Si  -4.5492  -1.514  26.8647
Si  -1.8147  1.2205  26.8647
Si  -4.5492  3.955  26.8647
Si  -1.8147  -4.2485  26.8647
Si  0.9198  -1.514  26.8647
Si  3.6543  1.2205  26.8647
Si  0.9198  3.955  26.8647
Si  3.6543  -4.2485  26.8647
Si  1.3673  -1.3673  3.418
Si  4.1018  1.3673  3.418
Si  1.3673  4.1018  3.418
Si  4.1018  -4.1018  3.418
Si  6.8362  -1.3673  3.418
Si  -1.3673  1.3673  3.418
Si  6.8362  4.1018  3.418
Si  -1.3673  6.8362  3.418
Si  2.7687  -0.0163  4.8309
Si  5.4729  2.7159  4.8316
Si  2.722  5.476  4.7603
Si  5.479  -2.7241  4.7739
Si  -2.8134  0.0357  4.7409
Si  0.0363  2.7264  4.7477
Si  8.2317  5.4402  4.7797
Si  0.0341  -2.763  4.768
Si  1.3956  1.3913  6.1596
Si  4.101  4.1365  6.1386
Si  1.3782  -4.1192  6.1821
Si  4.1597  -1.3659  6.2362
Si  -4.1365  1.3404  6.2729
Si  -1.2965  4.1029  6.1257
Si  6.8551  -4.1243  6.105
Si  -1.4106  -1.3677  5.9664
Si  -0.3123  0.2088  7.256
Si  2.5284  3.014  7.4662
Si  0.2562  -5.7049  7.5469
Si  3.0082  -3.0087  7.4699
Si  5.8065  -0.3672  7.6849
Si  -2.4324  2.5068  7.4078
Si  5.268  5.7158  7.4462
Si  -2.8367  -2.59  7.3683
Si  -3.182  -2.8813  28.2319
Si  -0.4475  -0.1468  28.2319
Si  -3.182  2.5877  28.2319
Si  -0.4475  5.3222  28.2319
Si  2.287  -2.8813  28.2319
Si  -5.9165  -0.1468  28.2319
Si  2.287  2.5877  28.2319
Si  5.0215  -5.6158  28.2319
Si  -1.8147  -1.514  29.5992
Si  0.9198  1.2205  29.5992
Si  -1.8147  3.955  29.5992
Si  0.9198  -4.2485  29.5992
Si  -7.2837  -1.514  29.5992
Si  -4.5492  1.2205  29.5992
Si  3.6543  -6.983  29.5992
Si  -4.5492  -4.2485  29.5992
Si  1.3673  1.3673  0.6835
Si  4.1018  4.1018  0.6835
Si  1.3673  6.8362  0.6835
Si  4.1018  -1.3673  0.6835
Si  6.8362  1.3673  0.6835
Si  -1.3673  4.1018  0.6835
Si  6.8362  -4.1018  0.6835
Si  -1.3673  -1.3673  0.6835
Si  0  0  2.0507
Si  2.7345  2.7345  2.0507
Si  0  5.469  2.0507
Si  2.7345  -2.7345  2.0507
Si  5.469  0  2.0507
Si  8.2035  2.7345  2.0507
Si  5.469  5.469  2.0507
Si  8.2035  -2.7345  2.0507
Si  -6.1139  3.5977  18.459
Si  -1.1762  3.2858  13.1751
Si  6.9258  2.4451  11.941
Si  2.6687  -4.7104  12.5453
Si  1.947  3.3673  12.2682
Si  -2.2435  0.8171  17.9883
Si  4.2466  -2.1621  12.8698
Si  5.3751  0.1193  10.8863
Si  -1.0278  -0.439  20.1658
Si  -3.3921  2.9803  19.7034
Si  -0.7829  -4.3971  16.9591
Si  2.9163  1.5399  10.1113
Si  0.4142  -1.9185  18.0455
Si  3.2699  -4.2626  20.7465
Si  1.4116  -1.1821  9.425
Si  1.4584  -1.6368  14.088
Si  0.2666  -2.8499  11.7508
Si  1.7958  -4.3689  15.4995
Si  4.4728  2.6727  14.06
Si  -0.7258  2.2765  15.8609
Si  -0.7121  -6.2314  19.54
Si  -4.3245  -1.2491  17.6014
Si  1.4411  0.425  16.3086
Si  2.0425  3.9697  20.0904
Si  -6.4529  0.9817  16.6203
Si  -1.564  -4.3216  9.7501
Si  3.1794  -3.4657  17.8215
Si  -5.3562  -6.0553  15.8537
Si  -4.1069  -1.2814  20.5928
Si  -5.5781  -2.9473  15.7183
Si  -2.3012  -6.2199  15.4838
Si  7.182  4.3912  9.6298
O  -5.0638  -0.0515  21.1047
O  -4.6538  -6.7567  22.3815
O  2.3257  -2.4025  8.8464
O  -6.4012  -6.9029  14.9486
O  -7.1195  1.3414  22.1325
O  -0.1845  0.0242  21.4619
O  -6.4422  -12.0199  23.0409
O  4.1403  -4.1139  7.9842
O  -2.1729  -3.1908  8.749
O  -0.3404  -5.0851  8.9625
O  0.5866  -0.4809  17.3356
O  -5.7885  -6.1124  17.4254
O  -0.5698  -5.8021  21.1104
O  1.9319  2.9482  21.3562
O  -0.6783  -4.9943  18.4739
O  -4.0955  -2.5309  21.6436
O  2.3233  0.1314  9.5984
O  -1.0596  -3.5731  11.1244
O  7.9832  3.2755  8.7562
O  5.8304  2.637  13.1412
O  -4.2264  -2.4079  16.453
O  2.9688  0.4341  16.8392
O  -2.0312  -4.1172  22.3288
O  6.9985  -1.4782  7.8739
O  3.9905  -3.7316  12.3803
O  -0.8944  2.104  14.2582
O  4.1703  1.2102  11.0969
O  -4.8938  3.6114  19.5523
O  5.391  -0.1332  9.269
O  1.2529  -0.1949  14.8003
O  -1.3498  1.3443  7.9095
O  -3.4005  1.7828  18.593
O  2.5431  -2.9606  21.4253
O  2.365  -5.0295  14.1325
O  -1.7475  1.2235  16.5187
O  -2.1863  -4.7569  16.201
O  5.9704  5.0835  8.7936
O  0.8127  1.9417  16.2956
O  -1.802  4.6248  13.9181
O  -2.399  2.6959  12.2357
O  -6.1675  2.2489  17.5723
O  -2.5588  -0.7779  20.5815
O  -6.4119  -4.8198  21.6335
O  5.0663  -1.2552  11.7606
O  -6.3319  1.3677  15.0378
O  -5.4123  -4.5143  15.3512
O  0.172  -0.8053  8.455
O  -4.6776  -1.7519  19.1278
O  0.3347  -4.9481  15.8839
O  -7.1052  -3.9361  19.238
O  2.7432  4.7544  11.8533
O  3.3266  2.4046  8.7846
O  3.3773  3.7141  19.1924
O  1.7655  -2.7447  15.2544
O  -0.5886  -2.7967  17.1081
O  6.4994  3.597  10.866
O  2.1435  -5.4355  20.6496
O  0.7464  -1.6209  10.8202
O  -1.2673  3.7454  16.3236
O  -2.7113  -5.4063  10.1639
O  -1.0497  0.7999  19.1047
O  0.6431  3.812  19.2438
O  -0.2802  -1.7322  19.5079
O  -2.8185  -0.6709  17.7342
O  2.7083  -4.6887  16.8238
O  0.1377  -2.1512  13.2394
O  1.3839  4.102  8.0042
O  1.8738  -2.5957  18.2432
O  1.4031  -3.9977  11.8346
O  6.7401  0.8938  11.3857
O  -6.7124  -2.6435  16.8768
O  2.761  -1.5026  13.0971
O  -3.1285  2.4474  21.2331
O  2.9629  2.6676  13.3764
O  -3.8573  -6.6769  15.617
O  -5.368  -0.1394  17.0345
O  0.3389  3.6463  12.6022
O  1.8349  2.3772  10.9809
O  5.0453  -2.1741  14.3056
O  -2.1551  3.979  19.3184

Results
free energy: -126869.699 eV
free energy less fixed offsets of O -568.88, Si -635.61 eV per atom: -1.219 eV

Forces (eV/angstrom), in the order of the atoms: element, x, y, z
Si  0.0886  -0.0723  -0.108
Si  -0.0766  0.0355  -0.1498
Si  -0.0984  0.0002  -0.0566
Si  -0.0887  0.0715  -0.0767
Si  0.0266  0.0128  0.0054
Si  -0.0358  0.0293  -0.045
Si  0.0428  -0.0461  -0.0199
Si  0.0157  -0.0285  0.008
Si  0.0221  0.0725  0.0343
Si  0.016  0.0204  0.0025
Si  -0.0099  0.0343  0.035
Si  -0.0066  0.0401  -0.0217
Si  -0.004  -0.0966  -0.0743
Si  -0.0236  0.0352  0.0278
Si  -0.0006  0.0056  0.0064
Si  0.0127  -0.0325  -0.003
Si  0.0122  -0.0518  -0.0312
Si  0.0046  -0.0015  -0.0078
Si  0.0336  0.0412  -0.0627
Si  -0.0246  -0.0384  -0.0382
Si  0.001  0.0137  0.0115
Si  -0.0147  -0.0088  -0.0725
Si  0.0171  -0.0541  -0.015
Si  0.0181  0.0017  -0.0013
Si  0.1  0.3609  -0.1531
Si  0.0676  0.1855  -0.3889
Si  -0.0098  -0.1136  0.2346
Si  0.0332  -0.0782  0.2817
Si  -0.0927  -0.1407  0.0567
Si  0.2844  0.2065  0.4516
Si  -0.1719  -0.0067  -0.412
Si  -0.4673  -0.3495  0.1684
Si  0.2992  -0.0173  0.1316
Si  0.0648  -0.0553  0.2384
Si  0.1108  0.0357  -0.3779
Si  -0.0413  0.1348  -0.091
Si  -0.2801  0.0379  -0.4398
Si  -0.141  0.0861  -0.1117
Si  0.035  -0.2617  0.1782
Si  0.092  -0.1055  -0.0587
Si  -0.0278  0.0453  0.0048
Si  -0.0117  0.0183  0.0197
Si  0.0308  -0.005  0.0258
Si  -0.0037  -0.0119  0.0496
Si  0.0125  0.0205  0.055
Si  -0.0205  -0.0075  0.0469
Si  -0.0421  0.0331  0.0092
Si  -0.0543  0.0428  0.0071
Si  -0.0077  0.0068  -0.0474
Si  -0.0462  0.0242  -0.0299
Si  0.0533  -0.0579  0.0179
Si  0.0692  -0.052  0.0428
Si  0.045  -0.059  0.0127
Si  0.0642  -0.0646  0.0413
Si  -0.0136  0.0503  -0.0131
Si  -0.0355  0.0261  -0.0157
Si  -0.1253  0.0733  0.2389
Si  -0.0695  0.1264  0.0838
Si  0.046  -0.0737  -0.0093
Si  0.0875  -0.0528  0.0169
Si  0.0744  -0.0916  -0.0258
Si  0.0964  -0.0683  -0.0114
Si  -0.1356  0.1256  0.1887
Si  -0.1153  0.1249  0.1751
Si  0.023  -0.0225  -0.0318
Si  0.0091  -0.0374  -0.0261
Si  -0.0205  0.0152  -0.0028
Si  -0.0496  -0.0072  0.0094
Si  -0.0337  -0.0735  0.0155
Si  0.0993  0.1265  0.0337
Si  0.0817  -0.0218  -0.0158
Si  -0.0595  -0.0602  0.0095
Si  -0.0325  -0.0202  -0.0228
Si  0.0022  0.0479  -0.0206
Si  -0.0081  0.0252  -0.0105
Si  0.0156  0.0105  -0.0074
Si  0.0037  0.0011  -0.0323
Si  -0.0025  -0.0474  0.004
Si  0.0137  0.0006  -0.0102
Si  -0.0342  0.0467  -0.0175
Si  0.0233  0.0148  0.027
Si  0.0012  -0.049  0.0163
Si  -0.0063  -0.0057  0.0243
Si  -0.0287  0.0282  -0.0094
Si  0.0058  -0.0053  0.0183
Si  -0.0157  0.024  0.0042
Si  0.0438  0.0008  0.0233
Si  0.0143  -0.0438  0.0212
Si  -0.0455  -0.0007  0.0481
Si  -0.0175  0.0528  0.0261
Si  -0.0295  -0.0223  -0.0206
Si  0.0492  0.047  -0.0269
Si  -0.0114  -0.0916  -0.0349
Si  0.0438  0.0061  -0.0283
Si  -0.0299  0.0212  0.0365
Si  0.0086  0.053  0.0415
Si  0.0328  -0.0287  -0.0984
Si  0.0071  -0.0097  0.0023
Si  -0.0104  -0.013  0.0449
Si  -0.0015  0.0199  0.0484
Si  0.0137  0.0131  0.0261
Si  -0.0039  -0.0004  -0.0798
Si  -0.0198  -0.0352  0.0476
Si  0.0127  0.0226  0.1038
Si  0.0484  -0.0223  -0.0577
Si  0.0077  -0.014  -0.1067
Si  0.0161  0.0147  -0.0463
Si  -0.0065  0.0191  0.1291
Si  0.0107  -0.0069  -0.0595
Si  0.0174  0.0056  -0.0301
Si  -0.0965  -0.0424  -0.001
Si  -0.017  -0.0218  -0.0021
Si  0.04  -0.0147  0.119
Si  0.0107  -0.0028  -0.0691
Si  0.0076  -0.017  -0.0036
Si  0.003  -0.048  -0.0201
Si  0.003  -0.0189  -0.0631
Si  0.0172  0.0053  -0.0921
Si  -0.0045  -0.0065  -0.061
Si  0.006  0.0016  -0.0847
Si  0.0067  0.015  -0.0822
Si  -0.0079  0.0659  0.0108
Si  -0.0505  0.0206  -0.1299
Si  -0.004  -0.0111  -0.044
Si  0.0146  -0.0152  -0.0668
Si  0.0008  0.0106  -0.0593
Si  -0.0049  0.0111  -0.0677
Si  -0.0312  -0.0297  0.039
O  0.0169  -0.0192  0.0282
O  0.0402  -0.0058  0.0504
O  -0.0698  0.0898  -0.0056
O  -0.004  0.0181  0.0178
O  -0.002  -0.0122  0.0823
O  0.0269  -0.0631  0.1101
O  -0.0291  0.0551  0.0716
O  0.0744  -0.0788  -0.119
O  0.0097  -0.0423  -0.1001
O  -0.0378  0.0346  0.015
O  0.0034  0.0074  0.0447
O  0.0007  -0.0128  0.0557
O  -0.0001  0.032  0.1123
O  -0.004  0.0179  0.0346
O  0.0028  0.0012  0.0445
O  0.0223  0.004  0.0648
O  -0.0224  -0.0266  -0.0625
O  -0.0402  -0.0438  -0.0842
O  -0.0538  0.0433  0.0183
O  0.0023  0.0024  -0.0246
O  -0.0129  -0.0001  0.0459
O  0.0023  -0.0008  0.0379
O  -0.0144  -0.0005  0.0585
O  0.0707  -0.075  -0.0543
O  -0.0098  0  -0.0161
O  -0.0085  0.0215  0.0049
O  -0.004  0.0055  -0.0545
O  -0.0222  0.0103  0.0378
O  0.0095  0.0033  -0.0953
O  0.0059  -0.0019  0.0238
O  0.0786  -0.0899  -0.1371
O  0.0039  0.0078  0.0674
O  -0.0158  0.0026  0.0491
O  -0.0054  0.0153  0.023
O  0.0058  0.0194  0.0325
O  0.0211  -0.0219  0.0192
O  0.0249  -0.0064  -0.1005
O  0.0023  0.0024  0.0263
O  -0.0047  0.0092  0.0008
O  0.0072  0.0024  -0.012
O  -0.0002  0.0212  0.0657
O  -0.0229  -0.0016  0.0527
O  -0.0173  0.0042  0.0196
O  0.0027  0.0203  -0.0479
O  0.0078  0.011  0.0203
O  0.0082  -0.002  0.0185
O  0.0938  0.0431  -0.0458
O  0.0189  0.0072  0.0591
O  -0.0016  0.0003  0.0377
O  0.0093  -0.0068  0.0907
O  -0.0021  -0.0204  -0.0229
O  -0.0091  -0.0019  -0.0545
O  -0.0038  0.0008  0.0477
O  -0.0011  -0.005  0.03
O  -0.0027  0.0007  0.0402
O  0.0095  0.0234  -0.0531
O  -0.0175  -0.0024  0.0541
O  0.0443  0.0405  -0.1293
O  -0.0007  -0.003  0.0378
O  0.004  0.0078  -0.0332
O  -0.0057  0.01  0.0517
O  0.0069  0.013  0.0547
O  0.002  0.0031  0.0243
O  -0.0091  0.0038  0.0371
O  0.004  0.0194  0.0648
O  0.0049  -0.0038  -0.0294
O  0.0576  -0.0491  -0.0786
O  -0.0007  0.0014  0.0555
O  -0.0131  0.0066  -0.0262
O  0.0084  0.0137  -0.037
O  0.0013  -0.0109  0.0586
O  0.0262  0.013  -0.0114
O  0.0118  0.0146  0.0619
O  -0.0029  0.0078  -0.0044
O  0.0101  -0.0023  0.0292
O  -0.0132  -0.0058  0.0422
O  -0.0104  -0.0084  -0.0028
O  0.0146  -0.0159  -0.063
O  0.0061  -0.0046  0.0093
O  -0.0031  0.0084  0.0499

The program warned: the cutoff lies below the one the program advises for these potential files; the forces do not sum to zero within the program's tolerance; the exchange-correlation potential is rough where the density is thin.
